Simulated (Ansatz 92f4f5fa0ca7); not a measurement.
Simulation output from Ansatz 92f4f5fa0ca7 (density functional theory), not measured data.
Periodic cell of 148 atoms, Si92O56, from a study of silicon, its oxide and their interface. The atomic structure is a simulated model.

Settings: functional r2SCAN; potential files Ansatz norm-conserving; basis plane waves; wave-function cutoff 1300 eV; density cutoff ratio 4; exchange-correlation grid ratio 1; k mesh 2 x 2 x 1, shifted by 0.5 0.5 0.5 of a step; self-consistency stop 5e-08 eV per atom in the density residual; occupations Fermi-Dirac, 0.05 eV; spin none; net charge 0.

Cell vectors (angstrom)
a 10.88 0 0
b 0 10.88 0
c 0 0 21.5841

Atoms: element, x, y, z (angstrom)
Si 0.4773 -0.4517 -0.3488
Si 3.4282 1.8268 -0.2346
Si -1.1022 4.6813 -0.8871
Si 3.2542 7.6756 -0.3531
Si 5.5072 -0.1169 -0.3506
Si 9.2518 4.1313 1.4093
Si 6.4761 4.627 -0.7442
Si 10.1177 7.8729 -1.2141
Si 1.9131 0.6347 1.1279
Si 4.4626 3.8253 0.703
Si 2.2873 5.8586 0.7641
Si 5.1776 8.5231 0.6258
Si 6.4842 1.7513 1.8265
Si 7.7826 2.7971 0.2397
Si 6.97 6.9917 1.2321
Si 8.5536 8.644 1.0693
Si -0.0462 2.7636 2.6344
Si 3.0091 -0.3904 2.9936
Si 0.1982 7.6339 2.6884
Si 3.2251 5.0093 2.7751
Si 5.0347 3.1523 3.0136
Si 7.8605 0.1745 2.8137
Si 4.7649 8.7838 2.9239
Si 8.0155 5.5602 2.8242
Si 1.4007 4.0195 4.0515
Si 4.0019 1.3731 4.279
Si 1.3338 9.3006 4.1373
Si 4.0602 6.8164 4.0991
Si 6.7374 4.188 4.2356
Si 9.5611 1.3048 4.0138
Si 6.6668 9.5723 4.1791
Si 9.5394 6.6971 4.2111
Si -0.0452 -0.1164 5.4413
Si 2.5918 2.6922 5.5828
Si 0.0182 5.2938 5.4978
Si 2.6606 7.9873 5.5605
Si 5.4849 0.0739 5.6116
Si 8.2073 2.719 5.3841
Si 5.4012 5.5365 5.584
Si 8.1284 8.1732 5.4875
Si 1.2289 1.2787 6.8823
Si 4.0102 4.0981 6.9154
Si 1.322 6.6 6.9278
Si 4.0949 9.4494 6.7773
Si 6.9486 1.4442 6.8571
Si 9.5411 3.9882 6.9073
Si 6.8178 6.8323 6.9029
Si 9.4999 9.5066 6.9184
Si -0.0216 2.6523 8.409
Si 2.7138 -0.0878 8.0635
Si 0.0493 8.0789 8.2145
Si 2.6451 5.3216 8.4168
Si 5.572 2.8319 8.1458
Si 8.41 0.2671 8.3245
Si 5.3609 8.1101 8.2599
Si 8.2674 5.5135 8.2389
Si 1.4332 3.8303 9.8492
Si 3.872 0.9168 9.8223
Si 1.5805 9.3193 9.4207
Si 3.9405 6.8174 9.6846
Si 6.8038 4.2501 9.4905
Si 9.4607 1.5845 9.9912
Si 6.6299 9.2526 9.8658
Si 9.6605 6.7884 9.6917
Si 0.6693 0.3366 11.5361
Si 2.2535 1.9766 11.0766
Si -0.1511 5.1572 11.0058
Si 3.09 8.585 11.0469
Si 4.9302 -0.7209 11.1133
Si 8.2119 3.3085 11.0482
Si 5.5842 5.7247 10.8756
Si 8.0261 7.7893 11.0837
Si 3.7346 3.1065 13.598
Si 6.8982 2.9246 13.976
Si 2.0467 9.0741 13.1321
Si 7.7484 4.1693 15.8686
Si 4.7309 -1.6702 14.8877
Si 6.7531 5.9316 17.9479
Si 17.4763 10.9821 13.7884
Si 1.3445 -4.5513 13.5161
Si 2.1945 -5.6286 18.4395
Si 2.6452 4.6035 15.5385
Si 4.0398 5.3241 13.3764
Si 8.9785 6.6965 16.2656
Si 8.5709 2.6707 18.5052
Si 1.8518 4.1769 20.4893
Si 6.9052 0.2021 19.3644
Si 5.1463 8.7364 17.9494
Si 11.2707 7.554 17.7875
Si 9.5656 0.6863 20.0821
Si 14.0155 -2.9228 18.8988
Si 7.4312 8.2804 14.0507
O 3.3967 -4.5236 -3.0703
O 4.2331 0.6715 -1.1126
O 2.5456 2.6919 -1.3241
O 5.4591 0.6601 1.0903
O 1.0109 6.5799 1.6999
O -8.1182 3.0878 -6.6528
O 0.899 12.7225 1.622
O 1.0611 7.9175 -7.8414
O 10.1978 6.2673 -0.9523
O 8.0702 -0.6937 1.3733
O 8.8447 1.6894 -0.4132
O 11.3796 -2.1035 -0.6205
O 8.8392 4.033 -2.1251
O 7.1262 5.9989 -0.1291
O 8.7803 8.4354 -0.5272
O 10.1481 8.1527 -2.7987
O -0.8374 0.9922 11.4805
O 5.2779 2.7944 14.0525
O 3.1591 2.1686 12.4489
O 7.2081 -0.1842 9.3451
O -1.3941 4.217 11.5232
O 0.2697 5.7844 12.4615
O 6.7908 17.6678 10.7329
O 0.4482 10.0679 10.3863
O 5.8426 0.0196 12.3331
O 6.0107 -0.8097 18.3732
O 7.4238 1.4119 14.2298
O 7.348 3.2549 12.4517
O 6.5079 4.9826 16.6233
O 8.1231 7.6134 12.7491
O 5.7778 8.176 14.1228
O 5.0157 2.0784 9.5246
O 5.4 -0.1916 14.858
O 3.9668 5.5059 15.0553
O 5.3996 -5.2713 12.5338
O 6.0215 -3.5151 18.0655
O 0.7677 6.0212 18.1806
O 1.3668 5.4296 14.8816
O 7.174 1.7822 18.825
O 8.4187 3.1496 16.9615
O 12.0017 -0.4552 12.925
O 8.9151 5.2685 15.4473
O 6.3026 5.0078 19.2345
O 13.7118 6.2741 12.8089
O 14.1566 9.2468 14.1851
O -0.8571 -2.3474 23.3788
O 4.5817 -2.0563 16.431
O 7.7614 -1.023 13.9233
O 1.7703 -2.449 18.0052
O 2.4851 4.3427 17.1234
O 8.3391 6.3712 17.75
O 0.2685 3.8261 20.5857
O 8.0444 7.7242 15.43
O 10.4462 7.4244 16.3758
O 9.8452 1.666 18.761
O 8.4276 -0.3788 19.5438

Results
free energy: -36812.225 eV
free energy less fixed offsets of O -463.61, Si -117.95 eV per atom: 1.335 eV
pressure: -0.62 GPa
stress xx, yy, zz, yz, xz, xy (GPa, positive in tension): -0.15, -0.13, 2.15, 0.4, 1.29, -0.26

Forces (eV/angstrom), in the order of the atoms: element, x, y, z
Si 0.114 -0.691 -0.2245
Si -0.359 0.0026 -0.1324
Si 0.6621 -0.063 0.2958
Si 0.4165 0.404 0.4993
Si -0.3751 -0.135 -0.238
Si 0.0874 0.2324 -0.2685
Si -0.3444 -0.2063 0.1199
Si 0.0442 -0.1109 -0.2462
Si 0.0766 0.0524 -0.1034
Si 0.289 0.623 -0.7778
Si -0.433 -0.5356 0.4738
Si -0.4271 -0.3997 -0.0822
Si -0.5656 -0.1896 -0.1859
Si -0.1393 -0.1328 0.0893
Si -0.263 -0.5215 -0.4842
Si 0.4688 0.4367 0.299
Si 0.3346 -0.2868 -0.3392
Si 0.0286 -0.1771 0.1105
Si -0.0327 0.3442 -0.1519
Si -0.4265 0.1195 -0.4968
Si 0.353 -0.4064 0.0249
Si 0.149 -0.4146 -0.0722
Si 0.0983 0.2297 -0.1781
Si -0.1347 -0.0872 0.2082
Si 0.1211 -0.2008 -0.1635
Si -0.0858 -0.0044 -0.1937
Si 0.0004 -0.2554 -0.2336
Si 0.2764 -0.1871 -0.1964
Si 0.1323 0.1188 -0.0822
Si -0.0737 -0.0488 -0.0055
Si 0.1616 -0.0218 -0.2114
Si -0.1399 -0.0786 0.0371
Si 0.026 0.1242 -0.1087
Si -0.107 0.0063 0.1878
Si 0.0524 0.042 0.0637
Si -0.1222 -0.023 0.1214
Si 0.0845 0.0129 0.0112
Si -0.1033 0.1166 0.099
Si 0.1955 -0.0026 0.1821
Si -0.0121 0.1315 -0.0465
Si 0.1659 0.1644 0.1201
Si -0.042 -0.052 -0.1382
Si 0.0014 0.1412 0.0826
Si 0.0321 -0.0918 0.1907
Si 0.0049 -0.0905 -0.0423
Si 0.013 0.0591 0.1407
Si -0.0068 -0.0499 0.203
Si -0.0361 0.0788 0.2645
Si 0.2286 -0.0804 -0.0781
Si 0.1019 0.1588 -0.0861
Si -0.082 -0.3917 -0.2532
Si 0.0811 -0.0988 0.1861
Si 0.4451 0.11 0.7476
Si -0.1986 0.1613 -0.0476
Si 0.3326 -0.2646 -0.1935
Si -0.0284 0.328 -0.3342
Si -0.0859 0.5284 -0.2959
Si 0.3911 0.052 -0.3234
Si -0.269 0.3043 0.418
Si -0.1165 0.1302 0.204
Si -0.2185 0.0267 0.0655
Si -0.3043 0.0277 0.5109
Si -0.1537 0.6477 0.3224
Si 0.2759 0.0113 -0.114
Si -0.8045 -0.6224 0.5411
Si 0.5699 -0.2068 -0.0397
Si -0.4361 -0.0605 0.733
Si 0.1772 0.0452 0.1011
Si 0.2801 0.0862 0.4102
Si -0.1747 -0.1473 0.3339
Si 0.5102 -0.0739 0.0108
Si -0.3472 -0.4162 0.5657
Si 0.3821 0.0339 0.4556
Si 0.27 0.0649 0.1346
Si -0.1755 -0.3058 -0.151
Si -0.088 0.1482 -0.292
Si 0.0915 0.0624 -0.0415
Si 0.0119 0.0325 0.2109
Si 0.0843 -0.3124 0.0903
Si -0.2396 0.3467 0.0455
Si -0.0348 -0.0589 0.0569
Si -0.3002 -0.0337 0.6471
Si -0.0813 0.271 0.2037
Si 0.0915 0.1204 -0.2557
Si -0.1618 0.2303 -0.3339
Si 0.4325 0.2889 0.1684
Si -0.0299 -0.2269 -0.4878
Si -0.1044 -0.0961 -0.048
Si -0.0835 -0.1504 -0.2484
Si 0.1635 0.0814 -0.1354
Si 0.1623 0.0344 -0.1948
Si 0.0289 0.2402 0.1796
O -0.516 0.1449 -0.3819
O 0.1909 -0.0391 0.4272
O -0.0107 0.0438 0.3234
O 0.2225 0.0552 0.1763
O -0.66 0.8675 0.4539
O 0.2905 0.2373 -0.5366
O -0.377 0.6266 0.4519
O 0.1939 -0.2827 0.0222
O -0.1807 0.2283 -0.304
O 0.4302 -0.1915 0.1718
O 0.0157 -0.1264 -0.1361
O -0.5602 0.1647 -0.0999
O 0.2373 -0.0933 0.1905
O 0.0633 0.0475 0.1698
O 0.1767 0.1615 -0.0156
O 0.1845 0.0308 0.3714
O 0.2743 0.0128 -0.4479
O -0.4145 -0.1857 -0.2013
O -0.2226 -0.1711 0.0227
O -0.1141 -0.7295 -0.1338
O 0.0658 0.1181 -0.5486
O 0.4205 -0.0494 -0.2032
O -0.013 0.0116 0.339
O 0.2047 0.6245 -0.0486
O -0.3016 0.0671 0.1107
O 0.452 0.2248 0.1519
O -0.3684 -0.0256 -0.3432
O 0.0978 -0.0967 -0.2295
O 0.2833 0.108 0.1321
O 0.0407 0.116 -0.9364
O -0.0561 0.1792 0.0411
O -0.5075 -0.1637 -0.669
O 0.1481 -0.1653 -0.1818
O -0.1895 -0.2626 -0.592
O -0.3278 0.0223 -0.2979
O -0.0247 0.147 -0.121
O 0.2376 0.1607 0.0185
O 0.3943 -0.0332 -0.1461
O 0.2478 -0.2937 0.2298
O 0.0741 -0.0309 0.4431
O 0.2281 0.1912 -0.4479
O -0.1593 0.1199 0.4397
O 0.162 -0.0385 0.334
O 0.0968 -0.3853 0.2155
O 0.0646 0.0817 -0.0187
O -0.2294 0.028 -0.1485
O 0.1379 -0.0359 0.1146
O -0.4059 -0.0136 -0.126
O 0.1304 -0.5368 0.1962
O 0.0776 0.4301 -0.3046
O -0.1927 -0.0775 -0.2326
O -0.2051 -0.2196 -0.284
O -0.1312 -0.1475 -0.1189
O -0.0286 -0.2702 0.4113
O -0.4593 -0.0432 0.471
O 0.0536 0.4562 0.0115
